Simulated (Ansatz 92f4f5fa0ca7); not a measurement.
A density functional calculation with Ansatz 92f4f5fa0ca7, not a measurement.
Periodic cell of 215 atoms, Si132O82As1, from a study of silicon, its oxide and their interface. The atomic structure is a simulated model.
Doubt: the cutoff is far below the 930 eV that the study's wrapper takes by default for these files, so forces and energies are approximate.

Settings
functional: PBE
potential files: Ansatz PAW
basis: plane waves
wave-function cutoff: 580 eV
density cutoff ratio: 5
exchange-correlation grid ratio: 1
k mesh: 1 x 1 x 1, Gamma-centred
self-consistency stop: 5e-08 eV per atom in the density residual
occupations: fixed
spin: none
net charge: +1 e, with a uniform compensating background and no finite-size correction

Cell vectors (angstrom)
a  10.938  0  0
b  0  10.938  0
c  0  0  31.5432

Atoms and the computed forces on them: element, x, y, z (angstrom), force x, y, z (eV/angstrom)
Si  10.4352  0.5737  24.3274  0.095  0.0544  -0.21
Si  6.0513  10.4953  24.1434  -0.0799  0.148  -0.2814
Si  2.1309  3.2513  24.0777  -0.0017  -0.0811  -0.2469
Si  8.707  2.2599  24.2958  -0.0414  0.0552  -0.1975
Si  0.5026  5.0541  24.1579  -0.0511  0.0816  -0.2154
Si  5.0561  5.8985  24.1925  0.0167  -0.1153  -0.2272
Si  3.4006  7.654  24.1547  -0.0822  -0.0356  -0.2277
Si  7.8353  8.83  23.9852  0.0946  -0.0586  -0.296
Si  1.3414  1.4827  25.4424  -0.0421  0.0238  0.0508
Si  6.9039  1.3173  25.4775  0.0317  -0.0475  0.0797
Si  4.0265  4.1049  25.3159  -0.0313  0.0257  0.0206
Si  9.6668  4.1006  25.4085  0.0303  -0.0627  0.0453
Si  1.5032  6.8142  25.3576  0.0262  -0.0154  0.0315
Si  6.913  6.9426  25.2324  -0.0034  0.0412  0.0166
Si  4.2189  9.5533  25.3287  0.0452  -0.0374  0.0473
Si  9.5499  9.6256  25.4153  -0.0676  0.0052  0.0872
Si  2.7643  0.0074  26.6367  0.0517  0.0367  -0.1295
Si  8.2748  0.024  26.8948  -0.0705  -0.0482  0.1404
Si  0.0148  2.7717  26.9078  0.0089  0.0007  0.1611
Si  5.4488  2.7535  26.6612  -0.0049  -0.0566  -0.1148
Si  2.7596  5.4398  26.831  0.0074  0.0021  0.0883
Si  8.2215  5.511  26.6251  0.0385  0.0679  -0.1293
Si  0.0606  8.2094  26.6459  -0.027  0.0084  -0.1198
Si  5.5147  8.1691  26.7596  0.0921  0.0831  0.0346
Si  4.0963  1.3795  28.0362  -0.0076  0.0392  0.0719
Si  9.6071  1.3872  28.2899  -0.001  0.0024  -0.361
Si  1.3909  4.1282  28.2598  0.0044  -0.0575  -0.3446
Si  6.8338  4.143  28.0083  0.0153  -0.0584  0.1264
Si  4.1551  6.8148  28.1663  -0.0925  0.0256  -0.0839
Si  9.6123  6.8396  28.0127  -0.0254  -0.0002  0.0993
Si  1.3995  9.5911  28.0304  -0.0522  0.0002  0.1253
As  6.855  9.5534  28.2678  0.0163  -0.0408  -0.3373
Si  0.0673  -0.0261  29.5247  -0.0024  -0.0258  0.0492
Si  5.3945  0.0749  29.5258  0.0577  -0.0557  0.05
Si  2.771  2.7084  29.5216  0.0058  -0.0063  0.0807
Si  8.166  2.7931  29.475  -0.0242  0.0047  0.013
Si  -0.0212  5.5143  29.4959  -0.0084  0.0076  0.0732
Si  5.5117  5.4402  29.5021  -0.0063  0.0199  0.026
Si  2.7378  8.2226  29.4434  0.0732  -0.0526  -0.0249
Si  8.309  8.1103  29.5553  -0.0482  0.0873  0.0563
Si  1.3966  1.3588  30.9041  0.0253  -0.0167  0.0188
Si  6.8301  1.3953  30.8412  0.0031  0.0502  0.0087
Si  4.1269  4.0888  30.8849  0.0137  -0.0148  -0.0032
Si  9.5515  4.13  30.841  -0.0216  0.0131  -0.0015
Si  1.3703  6.8658  30.829  -0.0079  0.0319  -0.0145
Si  6.854  6.8035  30.8956  0  -0.0336  0.0366
Si  4.0862  9.5677  30.8443  -0.0526  -0.0109  0.0226
Si  9.6095  9.5647  30.8954  0.0448  0.0112  0.023
Si  2.7505  -0.0299  0.7175  0.0113  0.054  0.0315
Si  8.172  0.0045  0.6622  0.009  -0.0246  -0.0366
Si  -0.0339  2.7523  0.6649  0.03  0.0139  -0.004
Si  5.4806  2.7128  0.7126  -0.0529  -0.0017  0.0248
Si  2.7132  5.4869  0.6587  -0.0149  -0.0317  -0.0155
Si  8.2202  5.4384  0.728  0.032  0.0008  0.0425
Si  0.036  8.1812  0.7137  -0.0011  -0.0363  0.0295
Si  5.4684  8.2224  0.6706  0.005  -0.0121  -0.033
Si  4.1235  1.3312  2.0731  0.0123  -0.0168  0.005
Si  9.5154  1.3855  2.0182  -0.0338  0.0808  -0.0268
Si  1.3192  4.1367  2.0362  -0.0484  0.051  0.0094
Si  6.8529  4.0552  2.0853  0.0465  -0.0355  -0.0222
Si  4.0692  6.8697  2.0171  -0.0689  0.0395  -0.0313
Si  9.6066  6.803  2.0713  0.0272  -0.0319  -0.0024
Si  1.3837  9.5486  2.0897  0.0034  -0.0129  -0.0211
Si  6.8247  9.5768  2.0606  0.0019  0.0028  0.0501
Si  -0.0713  -0.0032  3.3145  0.1767  -0.029  0.3231
Si  5.471  -0.0206  3.5091  -0.0051  0.0093  -0.0913
Si  2.6887  2.7251  3.3102  0.0346  0.0042  0.3307
Si  8.1882  2.6782  3.5196  0.0015  0.077  -0.0925
Si  -0.0181  5.4619  3.5372  0.0354  -0.0311  -0.1277
Si  5.4443  5.4849  3.2958  0.0228  -0.0993  0.3877
Si  2.7455  8.1924  3.5061  -0.0215  -0.0003  -0.0835
Si  8.2318  8.1862  3.3658  -0.0839  -0.0076  0.1857
Si  1.2826  1.3643  4.6699  -0.0128  0.0279  -0.1393
Si  6.8411  1.297  4.9292  -0.0149  0.0039  0.1045
Si  4.0616  4.1182  4.65  -0.0359  -0.0074  -0.1813
Si  9.5344  4.0601  4.9009  0.0005  -0.0333  0.1317
Si  1.3552  6.8632  4.9022  0.0235  -0.0137  0.1144
Si  6.8324  6.8032  4.6881  -0.0026  -0.0054  -0.1544
Si  4.1071  9.5599  4.8995  -0.0234  -0.0116  0.1086
Si  9.5723  9.5689  4.7504  -0.0095  -0.0005  -0.0906
Si  2.6103  0.0381  6.1064  -0.0115  -0.0381  -0.081
Si  8.2262  -0.1393  6.2804  0.0093  0.0023  -0.0246
Si  -0.0209  2.6455  6.2111  0.0429  -0.0075  -0.057
Si  5.3735  2.7626  6.0863  0.0327  0.0133  -0.094
Si  2.7487  5.4257  6.1556  0.0228  -0.0422  -0.0581
Si  8.0924  5.4357  6.1861  -0.0191  -0.0098  -0.0585
Si  -0.0085  8.2919  6.2393  0.012  0.0272  -0.0445
Si  5.56  8.1457  6.1651  0.015  0.0011  -0.0538
Si  3.4839  1.9159  7.1939  -0.0674  0.0817  0.1291
Si  10.0247  0.8213  7.4794  -0.0575  0.0427  0.1822
Si  1.7794  3.6425  7.3649  -0.0626  0.0446  0.1342
Si  6.2119  4.5215  7.3916  -0.0157  -0.032  0.182
Si  4.6381  6.3037  7.2686  -0.0269  0.0076  0.1422
Si  9.1554  7.1895  7.3304  0.0614  -0.0524  0.1464
Si  0.8917  10.147  7.528  0.0585  -0.0018  0.2098
Si  7.4019  8.8834  7.499  -0.0105  0.0083  0.1485
O  4.575  6.5956  8.8965  0.0504  -0.0256  -0.2578
O  1.3842  3.9774  8.9487  0.0248  -0.0746  -0.2647
O  9.7421  6.5537  8.7487  -0.0681  0.0566  -0.3012
O  1.3056  10.0976  9.1595  -0.0887  0.0257  -0.311
O  6.0856  4.2193  9.0331  -0.0013  0.0494  -0.2736
O  3.7137  1.5652  8.777  -0.0537  0.0717  -0.2986
O  7.1219  8.9554  9.1459  0.0615  -0.0526  -0.2546
O  9.6556  1.0689  9.0819  0.084  -0.0386  -0.2877
O  8.2521  2.5348  22.7348  0.082  -0.0939  0.4321
O  10.9944  5.5529  22.6402  0.0428  -0.0962  0.3718
O  5.6493  0.0756  22.6268  0.0825  -0.1341  0.4344
O  5.299  5.3956  22.6317  -0.0779  0.1052  0.4358
O  2.1394  2.799  22.4751  -0.0299  0.1105  0.3667
O  3.3306  7.8448  22.5015  0.1256  -0.0319  0.408
O  8.3762  8.7553  22.4015  -0.143  0.0221  0.4722
O  -0.1788  11.244  22.7359  -0.1209  0.0665  0.3931
Si  2.1528  2.9897  12.8945  -0.005  -0.0302  0.1381
Si  8.6814  1.2884  10.365  -0.0297  0.0536  0.2736
Si  1.0684  4.5037  15.3551  -0.0159  0.0113  -0.0199
Si  7.5518  5.564  12.2062  0.0115  0.0229  0.149
Si  2.4089  8.1839  21.2091  -0.0568  0.0558  -0.4143
Si  5.4159  7.7606  12.4814  0.0108  -0.0233  0.1638
Si  9.2583  0.4561  15.5043  -0.0243  -0.0206  -0.0132
Si  2.9082  -0.0454  16.6516  -0.0274  0.0252  -0.1532
Si  10.4661  1.1658  12.6114  0.0407  0.0023  0.1583
Si  7.7664  2.8319  21.2264  0.0018  0.0621  -0.4513
Si  9.1324  8.788  14.47  -0.0243  0.0003  0.0384
Si  1.4651  4.7876  10.3618  0.0271  -0.0032  0.2823
Si  4.4767  9.4873  19.1311  -0.0097  0.0293  -0.3032
Si  11.0682  6.0999  21.1099  -0.0084  -0.0198  -0.407
Si  6.6112  10.4479  14.8473  0.0338  0.0074  0.0152
Si  5.3927  0.7308  21.1686  -0.0575  0.0261  -0.4198
Si  2.3462  9.8011  10.3937  0.0396  -0.0702  0.2843
Si  0.4292  10.631  21.3804  0.0928  -0.06  -0.3662
Si  5.857  5.2521  21.1233  0.0345  -0.0023  -0.4743
Si  3.6419  7.0841  10.1129  -0.0623  -0.0067  0.2812
Si  9.0477  5.6846  14.8422  0.045  0.0311  0.0073
Si  3.6645  4.0754  19.0938  -0.0027  0.0354  -0.3089
Si  10.0301  3.6649  19.311  0.0115  -0.0216  -0.2999
Si  4.255  8.6613  15.3629  -0.0031  0.0295  0.003
Si  0.4533  1.9182  17.1539  0.0049  -0.0356  -0.177
Si  6.7881  7.5334  19.2427  -0.0213  -0.0423  -0.2722
Si  5.2558  3.6209  16.7376  0.0144  -0.0001  -0.1399
Si  7.7808  5.0128  17.5196  -0.0246  -0.0353  -0.1685
Si  6.674  9.9008  10.398  -0.0637  0.0421  0.2943
Si  4.3783  1.042  10.1349  0.0369  -0.0497  0.2648
Si  -0.0293  9.0943  11.9117  -0.0508  0.0199  0.1858
Si  9.0987  8.6324  20.9293  0.0334  -0.0393  -0.4151
Si  4.5495  1.6662  14.5748  0.0029  -0.0091  0.0111
Si  2.4474  2.0775  21.0467  0.0542  -0.0004  -0.4035
Si  6.3303  3.3251  10.3743  0.0992  -0.012  0.2772
Si  3.4313  5.9157  16.7418  -0.012  0.0291  -0.1479
Si  9.8717  6.5468  10.3622  -0.0067  -0.0011  0.3199
O  0.1271  2.6314  18.5828  -0.04  0.0598  0.1488
O  2.9214  9.6263  15.5767  0.0024  0.0047  0.0312
O  10.8579  4.8064  20.1395  0.0428  0.1083  0.1772
O  7.5558  2.3619  9.9273  -0.0027  0.0251  -0.0681
O  10.9197  5.3544  10.8078  0.0046  0.0003  -0.0837
O  6.584  6.6961  12.8826  -0.0113  0.0118  -0.051
O  10.3065  8.0703  10.7955  -0.0114  -0.0476  -0.1203
O  7.6658  9.4555  14.007  -0.0126  -0.0048  -0.0271
O  8.4056  6.2178  10.9849  0.0482  0.0175  -0.1192
O  5.3537  10.4925  20.058  0.0424  0.089  0.1827
O  2.1627  3.7551  11.4383  -0.0164  0.0485  -0.1457
O  7.9704  8.5475  19.7486  0.0916  0.0434  0.1606
O  6.2044  6.7299  20.543  -0.0368  -0.0664  0.1756
O  5.5053  2.7137  15.406  0.0012  0.0186  0.0366
O  1.3133  0.916  20.6936  -0.0424  -0.0203  0.1312
O  6.0753  9.0162  11.6417  0.0348  0.081  -0.1454
O  4.6119  4.9861  16.1113  0.0022  -0.0069  0.046
O  6.5944  3.902  17.6308  0.0195  0.0126  0.0642
O  10.5571  10.6792  11.8183  -0.0115  -0.0238  -0.0809
O  5.5769  0.4961  13.9872  -0.0045  -0.0016  -0.0195
O  8.0126  5.0943  15.9243  -0.0196  -0.0115  0.0661
O  9.7243  9.8176  15.6014  0.0101  -0.0008  0.0015
O  -0.3959  5.1483  15.1429  -0.009  -0.0042  0.0012
O  1.5612  6.8426  20.7937  0.0151  0.0126  0.1216
O  1.4939  0.6317  17.1701  -0.0015  0.0043  0.0567
O  6.592  1.7773  20.8023  0.0068  -0.019  0.1258
O  0.9999  1.8226  12.8495  -0.0068  -0.0134  -0.0469
O  3.2527  5.4932  18.3352  0.0072  -0.0453  0.1368
O  9.5179  2.0075  11.5842  -0.0639  -0.0026  -0.1389
O  1.0224  3.095  16.1776  -0.0091  -0.0185  0.0442
O  8.6029  5.1349  13.376  -0.032  -0.0039  -0.0635
O  10.2825  8.597  13.3247  0.0357  0.0057  -0.0785
O  1.4408  9.3975  21.7014  -0.008  0.0067  0.1035
O  10.0849  9.9279  20.5971  0.0061  0.0179  0.1221
O  3.1709  0.2054  10.8987  0.0021  0.0461  -0.0858
O  5.0607  2.3696  10.8358  -0.0546  -0.0344  -0.0919
O  1.7545  4.175  13.926  0.0001  -0.0037  -0.0273
O  7.9455  10.8323  10.8571  -0.0225  -0.0148  -0.0858
O  9.134  4.4722  18.2205  0.0525  -0.0302  0.1211
O  5.6312  9.4974  15.771  -0.0111  -0.0126  0.0153
O  5.5375  -0.0398  9.8107  0.0105  0.001  -0.1402
O  3.5887  2.3146  13.3933  -0.0095  0.0064  -0.0391
O  1.9718  5.6491  16.073  0.0235  0.0022  0.0299
O  9.7045  1.0383  14.0421  0.0189  0.0125  -0.0479
O  4.39  6.9266  11.5379  -0.044  -0.0079  -0.1275
O  4.7622  4.4744  20.2188  0.0862  0.05  0.1965
O  9.9463  1.3508  16.6509  0.024  0.0192  0.0496
O  6.6946  4.2898  11.6458  -0.0445  -0.0716  -0.1257
O  5.5737  8.4033  18.5779  0.0096  0.0013  0.0918
O  9.0705  2.7347  20.2527  -0.0896  -0.0354  0.1802
O  3.5971  1.1289  15.7753  -0.0061  -0.004  0.0346
O  4.2177  3.0714  17.9013  -0.0371  0.0116  0.1294
O  9.9045  7.2147  20.8899  0.0067  0.011  0.1105
O  3.3627  8.6638  9.8246  0.0043  0.0075  -0.0927
O  3.9334  7.4251  16.385  0.0009  -0.0164  0.035
O  7.6236  0.4851  15.7021  0.0009  0.0041  0.0109
O  8.9298  7.2975  15.0437  -0.0063  -0.0076  -0.0012
O  3.9322  1.4334  21.1696  0.0135  -0.0038  0.1135
O  1.597  9.1185  11.6968  0.0545  0.0253  -0.1223
O  2.3136  6.1616  10.1596  0.0315  0.0168  -0.0755
O  7.3426  6.4585  18.1426  -0.026  0.0757  0.1196
O  7.2266  4.3687  21.1234  0.0007  -0.0302  0.1277
O  4.5481  8.2194  13.8034  0.0198  -0.015  -0.0781
O  3.3229  8.6759  19.9599  -0.0889  -0.065  0.1906
O  2.4989  3.2299  19.8732  -0.0424  -0.0832  0.1796
O  3.7351  10.3644  17.9648  0.0612  -0.0578  0.1643

Results
free energy: -135411.066 eV
free energy less fixed offsets of As -4856.12, O -568.88, Si -635.61 eV per atom: -6.266 eV

The program warned: the cutoff lies below the one the program advises for these potential files; the exchange-correlation potential is rough where the density is thin.
